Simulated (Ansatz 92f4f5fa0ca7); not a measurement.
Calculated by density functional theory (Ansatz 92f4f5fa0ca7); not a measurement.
Periodic cell of 285 atoms, Si195O90, from a study of silicon, its oxide and their interface. The atomic structure is a simulated model.
Doubt: the cutoff is far below the 930 eV that the study's wrapper takes by default for these files, so forces and energies are approximate.
This geometry differs little from another in the collection (a relaxation step or a small displacement).

Settings
functional: PBE
potential files: Ansatz PAW
basis: plane waves
wave-function cutoff: 580 eV
density cutoff ratio: 5
exchange-correlation grid ratio: 1
k mesh: 1 x 1 x 1, Gamma-centred
self-consistency stop: 5e-08 eV per atom in the density residual
occupations: fixed
spin: none
net charge: 0

Cell vectors (angstrom)
a, 11.6015, 0, 0
b, 0, 10.938, 0
c, 0, 0, 40.4149

Atoms and the computed forces on them: element, x, y, z (angstrom), force x, y, z (eV/angstrom)
Si, 0, 0, 0.9665, -0.0005, 0.0237, 0.0067
Si, 3.8672, 0, 0.9665, -0.0062, 0.0329, 0.008
Si, 7.7343, 0, 0.9665, 0.0081, 0.0288, 0.0072
Si, 1.9336, 1.3673, 0.9665, -0.0005, -0.0323, -0.0043
Si, 5.8008, 1.3673, 0.9665, 0.0008, -0.0544, -0.0019
Si, 9.6679, 1.3673, 0.9665, -0.0022, -0.0271, -0.0092
Si, 0, 5.469, 0.9665, 0.0034, -0.0082, -0.0117
Si, 3.8672, 5.469, 0.9665, -0.0057, 0.0632, -0.001
Si, 7.7343, 5.469, 0.9665, 0.003, 0.074, 0.0118
Si, 1.9336, 6.8362, 0.9665, -0.0108, -0.0237, -0.0139
Si, 5.8008, 6.8362, 0.9665, -0.0007, -0.0583, 0.0077
Si, 9.6679, 6.8362, 0.9665, 0.012, -0.0549, 0.0003
Si, 1.9336, 2.7345, 39.4478, -0.0277, 0.0221, 0.0092
Si, 5.8008, 2.7345, 39.4478, -0.0191, 0.0357, 0.006
Si, 9.6679, 2.7345, 39.4478, -0.0081, 0.0144, 0.0147
Si, 0, 4.1018, 39.4478, -0.0214, 0.0136, 0.0141
Si, 3.8672, 4.1018, 39.4478, -0.0249, -0.06, -0.0109
Si, 7.7343, 4.1018, 39.4478, -0.0168, -0.0571, -0.0046
Si, 1.9336, 8.2035, 39.4478, -0.0196, 0.0405, -0.0088
Si, 5.8008, 8.2035, 39.4478, -0.0267, 0.0461, -0.0007
Si, 9.6679, 8.2035, 39.4478, -0.0125, 0.05, -0.0037
Si, 0, 9.5708, 39.4478, -0.023, -0.0083, 0.0075
Si, 3.8672, 9.5708, 39.4478, -0.0138, -0.0223, -0.0016
Si, 7.7343, 9.5708, 39.4478, -0.0207, -0.0198, 0.0019
Si, 0, 0, 4.8337, 0.0167, 0.0472, -0.0492
Si, 3.8672, 0, 4.8337, 0.1115, 0.0864, -0.0612
Si, 7.7343, 0, 4.8337, 0.0299, 0.0515, -0.1059
Si, 1.9336, 1.3673, 4.8337, 0.1073, -0.0135, 0.0243
Si, 5.8008, 1.3673, 4.8337, 0.0776, -0.0084, 0.1278
Si, 9.6679, 1.3673, 4.8337, -0.0153, -0.0391, -0.055
Si, 0, 5.469, 4.8337, 0.0412, 0.067, -0.2329
Si, 3.8672, 5.469, 4.8337, 0.0921, 0.0937, 0.1135
Si, 7.7343, 5.469, 4.8337, 0.0469, 0.0613, 0.2718
Si, 1.9336, 6.8362, 4.8337, 0.0867, 0.0097, -0.1838
Si, 5.8008, 6.8362, 4.8337, 0.0483, -0.0038, 0.1172
Si, 9.6679, 6.8362, 4.8337, 0.0398, 0.0088, 0.0743
Si, 1.9336, 2.7345, 2.9001, 0.0105, 0.0181, -0.0105
Si, 5.8008, 2.7345, 2.9001, 0.0235, 0.061, 0.0298
Si, 9.6679, 2.7345, 2.9001, 0.0262, 0.0156, 0.0009
Si, 0, 4.1018, 2.9001, 0.0182, 0.045, -0.0397
Si, 3.8672, 4.1018, 2.9001, 0.0195, -0.0665, 0.0172
Si, 7.7343, 4.1018, 2.9001, 0.0217, -0.0915, 0.0203
Si, 1.9336, 8.2035, 2.9001, 0.0172, -0.0169, -0.0326
Si, 5.8008, 8.2035, 2.9001, 0.0296, 0.0687, 0.0149
Si, 9.6679, 8.2035, 2.9001, 0.0172, 0.0493, 0.0023
Si, 0, 9.5708, 2.9001, 0.0263, -0.005, -0.0254
Si, 3.8672, 9.5708, 2.9001, 0.0164, -0.0304, -0.0009
Si, 7.7343, 9.5708, 2.9001, 0.0155, -0.0204, -0.0033
Si, -0.1408, 0.1676, 29.9103, -0.002, -0.0002, -0.0027
Si, 3.8126, -0.0183, 29.7633, 0.0017, -0.0003, -0.0003
Si, 7.7394, -0.2478, 29.8984, -0.0004, -0.0025, 0.003
Si, 1.874, 1.356, 29.8986, -0.0015, 0.0028, 0
Si, 5.8459, 1.1839, 29.7849, -0.0038, 0.0007, -0.0008
Si, 9.4263, 1.3794, 29.899, 0.0011, 0.002, -0.0004
Si, -0.2108, 5.4068, 29.9061, 0.001, -0.0075, -0.0006
Si, 3.4301, 5.4649, 29.6667, 0.0004, -0.0045, -0.0011
Si, 7.4134, 5.3511, 29.7135, 0.0005, -0.0036, -0.0013
Si, 1.5692, 6.908, 29.8322, -0.0007, 0.0026, -0.0049
Si, 5.4596, 6.7365, 29.6227, 0.0001, 0.0027, -0.0009
Si, 9.3617, 6.6564, 29.6983, -0.0012, 0.0046, -0.0022
Si, 1.8187, 2.7528, 31.789, -0.0017, 0.0011, 0.003
Si, 5.6507, 2.6411, 31.6922, -0.0009, 0.0018, 0.0049
Si, 9.4842, 2.7464, 31.8019, -0.0033, 0.0007, 0.0004
Si, -0.1681, 4.0657, 31.8318, 0.0024, -0.0013, 0.0013
Si, 3.7405, 4.1011, 31.6469, -0.0006, -0.0031, 0.0038
Si, 7.5237, 4.068, 31.723, 0.0012, 0.0009, 0.0043
Si, 1.771, 8.3228, 31.6928, -0.0003, 0.002, 0.0014
Si, 5.6019, 8.0522, 31.6685, 0.0012, 0.0018, 0.0053
Si, 9.5534, 8.0758, 31.664, 0.0003, 0.0012, 0.002
Si, -0.2054, 9.6062, 31.7479, 0.0009, -0.003, 0.002
Si, 3.7785, 9.5764, 31.7247, 0.0005, -0.0019, 0.0004
Si, 7.5857, 9.3528, 31.7777, 0.0001, 0.0001, 0.0002
Si, -0.1338, 0.0048, 33.6843, 0.0006, -0.0011, -0.0034
Si, 3.7669, -0.0189, 33.6694, -0.0017, -0.0016, -0.0022
Si, 7.6055, -0.0706, 33.6349, -0.0018, -0.0005, -0.0025
Si, 1.828, 1.337, 33.6734, 0.001, -0.0015, -0.0026
Si, 5.6906, 1.3302, 33.6574, 0.0019, 0.0022, -0.0042
Si, 9.5188, 1.3293, 33.6822, 0.0008, 0.0016, -0.0028
Si, -0.075, 5.4683, 33.703, -0.0006, -0.0006, -0.0023
Si, 3.7677, 5.4504, 33.6102, 0.0001, -0.0012, -0.0026
Si, 7.6232, 5.4542, 33.6406, -0.0023, -0.0006, -0.0024
Si, 1.846, 6.8501, 33.5911, 0.0001, -0.0002, -0.0011
Si, 5.6884, 6.7976, 33.6591, 0.002, 0.0012, -0.0051
Si, 9.5817, 6.7851, 33.6423, 0.0009, 0.0003, -0.0031
Si, 1.8733, 2.7208, 35.5908, 0.0015, 0.0023, 0.0011
Si, 5.7362, 2.7269, 35.5748, 0.0014, 0.0001, -0.0005
Si, 9.5905, 2.7303, 35.5888, -0.0001, 0.0001, -0.0007
Si, -0.0579, 4.0819, 35.6046, 0.0016, -0.0005, -0.0004
Si, 3.7971, 4.0953, 35.5654, 0.0008, -0.0009, -0.0019
Si, 7.6643, 4.0974, 35.5822, 0.0011, -0.002, 0.0005
Si, 1.8723, 8.1883, 35.5624, 0.0012, 0.0011, 0.0002
Si, 5.7302, 8.1921, 35.5778, 0, 0.0002, 0.0001
Si, 9.5976, 8.1885, 35.5657, 0.001, 0.0009, 0.0012
Si, -0.0669, 9.5543, 35.591, 0.0005, -0.001, 0.0004
Si, 3.7996, 9.5551, 35.593, 0.0017, 0.0007, 0.0014
Si, 7.6628, 9.5515, 35.5918, 0.0013, 0.0001, 0.0005
Si, 0, 0, 37.5142, -0.0493, -0.0215, 0.0249
Si, 3.8672, 0, 37.5142, -0.0579, 0.0142, 0.0262
Si, 7.7343, 0, 37.5142, -0.052, 0.0071, -0.0135
Si, 1.9336, 1.3673, 37.5142, -0.0258, -0.1012, 0.0825
Si, 5.8008, 1.3673, 37.5142, -0.0644, -0.0433, -0.0191
Si, 9.6679, 1.3673, 37.5142, -0.0598, -0.0518, 0.0513
Si, 0, 5.469, 37.5142, -0.0548, -0.016, 0.1081
Si, 3.8672, 5.469, 37.5142, -0.0465, -0.0005, -0.0953
Si, 7.7343, 5.469, 37.5142, -0.0693, 0.0503, -0.0131
Si, 1.9336, 6.8362, 37.5142, -0.0591, -0.0677, -0.0992
Si, 5.8008, 6.8362, 37.5142, -0.0644, -0.0894, -0.0042
Si, 9.6679, 6.8362, 37.5142, -0.0564, -0.0703, -0.065
Si, 2.02, 2.757, 6.7546, 0.0006, -0.0011, 0.0025
Si, 5.8739, 2.7435, 6.7842, -0.0011, 0.0012, 0.0002
Si, 9.72, 2.7434, 6.7518, -0.0025, 0.0014, 0.0004
Si, 0.058, 4.0816, 6.715, -0.0001, -0.0001, -0.0023
Si, 3.9586, 4.1177, 6.7869, 0.0003, -0.0023, -0.0003
Si, 7.7942, 4.1246, 6.8218, -0.0004, 0.0008, 0.0001
Si, 2.0188, 8.2376, 6.7225, -0.0009, 0.0004, -0.0008
Si, 5.8722, 8.1998, 6.7934, -0.002, -0.0004, 0.0017
Si, 9.7172, 8.2096, 6.7806, 0, 0.0031, -0.0003
Si, 0.0654, 9.5774, 6.7603, -0.0003, -0.0011, 0.0007
Si, 3.9545, 9.5946, 6.7693, -0.0013, -0.0002, -0.0006
Si, 7.7906, 9.5827, 6.7603, 0.0001, -0.0017, -0.0022
Si, 0.1396, 0.0465, 8.6636, 0, -0.0002, 0.0022
Si, 4.0013, 0.0474, 8.6932, -0.001, -0.0014, 0.0049
Si, 7.8269, 0.0589, 8.6534, -0.0028, 0.0009, 0.0048
Si, 2.0683, 1.4277, 8.7041, 0.0008, -0.0037, -0.0029
Si, 5.9154, 1.4291, 8.7609, 0.0017, 0.0022, 0.0063
Si, 9.7805, 1.3809, 8.6758, 0.0017, 0, 0.0025
Si, 0.0891, 5.5129, 8.5619, -0.0001, 0.0018, 0.0025
Si, 4.0022, 5.4804, 8.7428, 0, -0.0015, 0.0047
Si, 7.8155, 5.4537, 8.8307, -0.0016, -0.0038, 0.0012
Si, 2.0559, 6.7943, 8.566, 0.0003, 0.0006, 0.0024
Si, 5.9222, 6.8648, 8.773, 0.0016, 0.0002, 0.0011
Si, 9.7334, 6.833, 8.7202, 0, 0.0009, 0.0023
Si, 2.0914, 2.8316, 10.635, -0.0032, 0.0037, 0.0007
Si, 5.9199, 2.7488, 10.7796, 0.0027, 0.0016, -0.0079
Si, 9.8276, 2.8299, 10.5438, -0.0041, 0.0001, -0.0025
Si, 0.1269, 4.2232, 10.4848, 0.0015, -0.0021, -0.003
Si, 4.0641, 4.1793, 10.7486, 0.0002, -0.0025, -0.0059
Si, 7.8884, 4.1113, 10.8554, 0.0007, -0.0003, -0.0028
Si, 2.1388, 8.1231, 10.4605, -0.0075, -0.0009, 0
Si, 6.011, 8.2133, 10.7436, -0.0087, 0.0025, -0.0037
Si, 9.7912, 8.3064, 10.5794, 0.0007, 0.002, -0.0049
Si, 0.1942, 9.4893, 10.4825, 0.001, -0.0036, -0.0002
Si, 4.0093, 9.5134, 10.5374, 0.0118, 0.0034, -0.0037
Si, 7.883, 9.694, 10.5934, 0.0003, -0.0001, -0.0047
Si, 0.109, -0.0546, 12.3201, 0.0072, -0.0017, 0.0012
Si, 3.9057, -0.1803, 12.5138, -0.0006, -0.0043, -0.0003
Si, 7.9206, 0.2474, 12.4743, -0.0006, -0.0037, 0.0014
Si, 1.9818, 1.332, 12.4862, -0.0034, 0.0045, -0.0021
Si, 5.7847, 1.2046, 12.6147, -0.0034, -0.0028, 0.0033
Si, 9.9573, 1.48, 12.4402, 0.0033, 0.0007, 0.0014
Si, 0.1702, 5.7252, 12.3308, 0.0063, -0.0012, 0.0026
Si, 4.2761, 5.4876, 12.7948, -0.0028, 0.0003, 0.005
Si, 8.2118, 5.5223, 12.8317, 0.0026, -0.0053, 0.006
Si, 2.2674, 6.747, 12.3755, -0.0031, 0.0066, 0.0029
Si, 6.263, 6.8915, 12.8051, 0.0042, 0.0043, -0.0019
Si, 9.8147, 7.1593, 12.6273, -0.0062, 0.0015, 0.0038
O, 0.3179, 3.6039, 15.7576, 0.002, 0.005, -0.0023
O, 4.33, 4.509, 14.1731, 0.0055, -0.0016, 0.004
O, 5.5211, 1.6575, 14.2055, -0.0016, 0.0004, 0.0012
O, 11.5801, 10.0463, 13.7622, -0.0017, 0.001, 0.0007
O, 6.6211, 7.9511, 14.077, 0.003, -0.0006, 0.0011
O, 10.4567, 2.3249, 13.8203, -0.0027, -0.002, 0.0023
O, 6.7461, 4.5048, 15.2834, -0.0174, 0.0096, 0.006
O, 1.589, 2.3236, 13.7928, -0.0016, -0.0012, 0.0011
O, -0.4167, 8.9682, 16.0914, 0.0005, -0.0014, 0.0011
O, 10.0274, 7.7307, 17.9638, -0.0003, 0.0005, -0.0008
O, 2.1044, 7.8049, 13.6393, 0.0016, -0.0026, -0.0001
O, 7.9588, 10.3115, 13.8659, -0.0016, 0.0043, -0.001
O, 11.5224, 10.1614, 28.5577, -0.001, 0.0014, -0.0058
O, 11.8057, 4.3662, 28.6655, 0.0022, 0.0021, 0.0006
O, 7.4839, 4.4337, 28.3138, 0.0001, 0.0034, 0.0002
O, 4.464, 13.8832, 22.6448, 0.0011, 0.0002, 0.0017
O, 3.7174, 9.899, 28.4469, 0.002, -0.0037, -0.0036
O, 6.1959, 2.1224, 28.4446, 0.0004, 0, 0.0001
O, 1.8122, 2.2022, 28.4717, 0.0007, 0.0019, -0.0012
O, 8.9523, 2.2243, 28.5219, 0.0004, -0.0001, -0.0009
O, 7.5821, 13.6349, 26.282, 0.0007, -0.0019, -0.004
O, 1.2431, 7.4952, 28.2931, 0.003, 0.0002, 0.0001
O, 2.916, 4.586, 28.3159, 0.0002, 0.0026, 0.0007
O, 9.1475, 7.4511, 28.2495, -0.0018, 0.0015, 0.0002
Si, 5.1807, 15.2424, 15.5817, 0.026, -0.013, -0.0013
Si, 10.8501, 10.1368, 20.6036, 0.0013, 0.0028, 0.0004
Si, 7.7482, 14.2811, 20.3247, -0.0024, 0.0032, 0.0008
Si, -4.0377, 35.6694, 27.8963, -0.0003, -0.0034, 0.0015
Si, 11.8277, 14.0874, 14.199, 0.0013, 0.0063, -0.0004
Si, -2.7004, 17.6107, 18.4465, -0.0045, -0.0038, -0.0023
Si, 7.3607, 10.5988, 17.0238, -0.0001, -0.0035, 0.0007
Si, -3.3689, 15.7348, 15.8627, -0.0057, -0.0107, -0.0093
Si, 0.5208, -11.8752, 15.2818, 0.004, 0.0022, 0.0008
Si, 10.7159, 0.9729, 24.748, 0.0021, -0.0022, -0.0003
Si, 14.6956, 30.5083, 14.6203, -0.0039, -0.0021, -0.0016
Si, -10.0588, 3.7267, 27.9667, -0.0011, -0.0032, 0.0025
Si, -10.8729, 15.9168, 16.5442, -0.0039, -0.0075, -0.0078
Si, 13.3255, -3.0636, 26.7769, 0.0009, 0.001, -0.0003
Si, -15.5412, 12.536, 25.0764, -0.0042, 0.0028, 0.0026
Si, -2.9424, 8.7699, 27.4283, 0.0055, -0.0005, -0.0004
Si, 15.1471, -4.5408, 16.7028, -0.003, 0.0021, -0.005
Si, -1.6974, 4.9874, 20.9498, -0.001, -0.0009, -0.0007
Si, 11.3366, 7.6673, 17.0409, -0.0019, 0.0007, -0.0027
Si, -2.6364, -8.6325, 17.6297, -0.0005, 0.0096, -0.0039
Si, 13.8296, -14.4287, 19.0757, -0.0028, 0.0028, 0.0014
Si, 2.0683, 0.8517, 16.7841, 0.003, 0.001, -0.0015
Si, -26.8586, 19.7748, 14.5349, -0.0013, -0.0009, -0.0031
Si, 18.2287, 9.5603, 25.4498, -0.0017, -0.0012, 0.0006
Si, 0.4879, 17.4437, 24.2689, 0.0031, 0.0013, -0.0008
Si, 12.4549, 3.6021, 24.8344, 0.0053, 0.0033, 0.0016
Si, 13.5073, -0.7404, 19.3219, -0.0015, 0.0026, 0.0013
Si, 7.2716, 8.6067, 22.6315, -0.0035, -0.0033, -0.0025
Si, -11.1821, 2.8733, 18.4172, -0.0011, -0.0003, 0.0033
Si, -1.1819, 8.9996, 23.288, 0.0012, 0.0006, -0.0017
Si, 12.7058, -9.4745, 20.9959, 0.0011, -0.0025, 0.0006
Si, 12.9663, 5.6398, 21.555, 0.0008, -0.0005, -0.002
Si, 11.3523, 10.0977, 26.9521, -0.0028, 0.0001, 0.0038
Si, 7.3526, 5.5951, 21.9755, -0.0021, -0.0015, -0.0013
Si, -3.7183, -1.6697, 19.7592, -0.0005, 0, 0.0019
Si, -5.5027, 2.9859, 22.705, -0.0037, 0.0021, -0.0022
Si, 27.6758, 8.8105, 27.4868, 0.0024, 0.0039, 0.007
Si, 16.5787, -9.5444, 15.732, -0.0072, 0.0091, 0.0055
Si, -8.7332, 14.2188, 22.6712, 0.0001, -0.0041, -0.0049
O, 2.5352, 4.5059, 21.6429, -0.0011, 0.0005, 0.002
O, 8.5103, 0.8419, 17.044, 0, 0.0004, -0.0005
O, -4.5255, -1.5609, 21.1907, 0.0005, 0.0001, 0.0002
O, 6.7635, 2.4434, 21.2848, 0.0006, -0.0014, 0.0005
O, 1.0961, 7.6939, 17.9236, 0.0002, -0.0021, 0.0012
O, 8.8796, 5.1702, 14.3797, -0.008, -0.0065, 0.0126
O, -13.5543, 5.6152, 19.448, 0.0013, -0.0011, 0.0015
O, 1.4152, 17.4897, 22.9152, -0.0009, -0.0009, -0.0002
O, 0.7289, -8.2461, 20.0009, -0.0008, 0.0009, -0.0017
O, 11.3422, 17.1828, 16.2087, 0.0016, 0.0015, 0.0019
O, 0.2164, 4.6122, 13.5261, -0.0019, -0.0006, 0.0006
O, -2.7953, 19.7462, 23.1538, 0.0007, 0.0003, 0.0009
O, -13.2318, 9.3059, 26.6328, 0.0015, -0.0012, 0.0029
O, -4.8234, -3.8732, 22.3413, 0.0014, 0.0024, 0.0012
O, 1.6856, 17.4329, 20.236, -0.0003, 0.0009, -0.0012
O, 14.9466, 7.8914, 26.7691, -0.0065, -0.0039, -0.0007
O, -4.9794, 12.9622, 23.9031, 0.0025, -0.0014, 0.003
O, 1.306, -15.0913, 25.6503, 0.0004, -0.0009, -0.0039
O, -4.3429, 32.9274, 25.5954, 0.0006, 0.001, -0.001
O, -3.3197, 5.9142, 17.0978, -0.0003, -0.002, 0.0034
O, 4.0759, 9.6396, 13.7789, -0.0002, 0.0001, 0.0024
O, -2.7192, 25.2982, 16.4407, -0.0133, 0.0023, 0.003
O, 30.3298, -0.8555, 18.5621, -0.0008, 0, -0.001
O, -6.3683, -12.293, 26.2843, 0.003, -0.0005, -0.0039
O, 8.9938, 16.6995, 22.0848, 0.0024, 0.0005, -0.001
O, 4.9944, 24.7695, 16.3718, 0.0117, 0.006, -0.0154
O, -21.5164, 2.1767, 17.6442, -0.0021, 0.0024, 0.0001
O, 17.9646, 9.1786, 23.8743, 0.0004, 0.0007, 0.0013
O, -0.7853, -0.4782, 23.955, 0.0001, 0.0007, -0.0002
O, 10.9714, 7.6926, 24.1029, -0.0005, -0.0002, 0.001
O, 7.919, -3.2704, 19.3191, -0.0003, 0.0005, 0.0001
O, -3.7856, 9.272, 16.1269, -0.0022, 0.0039, 0.0034
O, -13.867, 10.0126, 20.0138, -0.0008, -0.001, -0.0012
O, 13.9502, -7.2539, 24.1606, -0.0021, 0.0004, 0.0023
O, 7.998, 9.8509, 28.4699, 0.0024, -0.0011, -0.0017
O, 11.6665, -8.6902, 24.345, -0.0013, -0.0015, -0.0004
O, 9.1986, 1.5292, 24.5514, 0, 0.0003, -0.0016
O, -8.1101, -4.089, 18.2598, -0.0012, -0.0005, 0.0031
O, 23.723, 15.42, 18.0947, 0.0002, 0.0009, 0.0039
O, 1.0561, 9.3131, 26.3656, 0.0013, -0.0001, -0.0012
O, 3.3962, 11.9196, 15.8347, 0.0069, -0.0002, 0
O, 1.9151, 12.9542, 22.2784, 0.0004, 0.0026, 0.0007
O, 11.1843, 22.5145, 26.2881, 0.0008, -0.0041, -0.0015
O, 7.1106, 4.8937, 20.4676, 0.0011, -0.0008, 0.0002
O, -11.3229, 9.9161, 19.3533, -0.0008, -0.0019, -0.0013
O, -5.6559, 11.2487, 16.4813, 0.0005, -0.0004, -0.0007
O, 9.3079, 8.0518, 13.9987, -0.002, -0.0038, -0.0028
O, -15.3141, 24.6124, 18.818, 0.0025, -0.002, -0.0032
O, 2.2452, 5.5037, 16.2425, -0.0017, -0.0001, 0.0012
O, -18.3658, 27.3228, 16.664, 0.0025, -0.0083, 0.0011
O, 11.2945, 0.648, 21.2714, -0.0011, -0.0012, 0
O, 2.056, -1.4279, 15.4656, -0.0023, -0.0028, -0.0044
O, 15.4518, -14.2496, 15.651, -0.0015, 0.0016, -0.0016
O, 1.1825, 14.5564, 26.4103, -0.0003, -0.0003, -0.0004
O, 2.6851, -13.0278, 19.7626, 0.0012, -0.0034, 0.0001
O, -0.1454, -5.9093, 21.3854, 0.0004, 0.0013, 0.0002
O, -4.9507, 4.5143, 22.9961, 0.0002, -0.0019, 0.0008
O, 11.0512, 8.9999, 21.7702, -0.001, 0.0016, 0.0004
O, -4.0029, -2.464, 26.2145, 0.0012, 0.0011, -0.0004
O, -0.0317, 15.8815, 24.4321, -0.0009, -0.0006, 0.0014
O, 9.2967, 3.4527, 20.9052, 0.0021, -0.0001, -0.0008
O, -1.0753, 24.1224, 18.1261, -0.0053, 0.001, -0.0037
O, 17.0802, 7.8541, 28.3696, -0.0021, 0.0016, -0.0025
O, 0.6666, -10.3908, 15.9533, -0.0018, -0.0019, 0.0016
O, 13.8217, -10.4841, 20.3587, -0.0013, 0, -0.0018
O, 14.0078, -11.2741, 17.845, -0.0005, -0.001, 0.0005

Results
free energy: -175140.885 eV
free energy less fixed offsets of O -568.88, Si -635.61 eV per atom: 2.265 eV

The program warned: the cutoff lies below the one the program advises for these potential files; the exchange-correlation potential is rough where the density is thin.
